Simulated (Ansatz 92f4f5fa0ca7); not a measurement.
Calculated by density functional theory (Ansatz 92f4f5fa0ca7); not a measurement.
Periodic cell of 252 atoms, Si144O100N8, from a study of silicon, its oxide and their interface. The atomic structure is a simulated model.
This geometry differs little from another in the collection (a relaxation step or a small displacement).

Settings
functional: r2SCAN
potential files: Ansatz PAW
basis: plane waves
wave-function cutoff: 800 eV
density cutoff ratio: 5
exchange-correlation grid ratio: 1
k mesh: 1 x 1 x 1, shifted by 0.5 0.5 0 of a step
self-consistency stop: 1e-10 eV per atom in the density residual
occupations: fixed
spin: none
net charge: 0

Cell vectors (angstrom)
a	10.888	0	0
b	0	10.888	0
c	0	0	35.9678

Atoms and the computed forces on them: element, x, y, z (angstrom), force x, y, z (eV/angstrom)
Si	1.4911	1.4167	1.4012	0.0062	0.0053	-0.0074
Si	3.1691	2.3304	-0.0361	0.0041	-0.0085	0.0428
Si	-0.1477	5.7992	-0.1091	-0.0131	0.0047	0.0611
Si	3.0504	8.0613	0.1733	0.0082	-0.0131	0.0415
Si	5.3278	-0.0266	0.0783	-0.0045	0.0109	0.0373
Si	8.4314	2.4002	-0.0392	0.0078	-0.0036	0.0492
Si	5.1992	5.7579	0.1486	0.0012	0.0031	0.0423
Si	8.5947	8.0468	0.2882	-0.0003	-0.005	0.0346
Si	-0.1517	0.2705	0.2272	0.005	-0.0103	0.0164
Si	4.1314	4.0364	1.3122	-0.0033	-0.0031	-0.0044
Si	1.4043	6.8414	1.3375	0.0001	0	-0.0056
Si	4.1578	9.5236	1.5798	-0.0021	-0.0016	-0.0126
Si	6.8983	1.2464	1.3201	0.0003	0.0018	-0.0063
Si	9.5966	4.1024	1.1701	0.0014	-0.0013	-0.0046
Si	6.8724	6.8595	1.3935	-0.0012	-0.0017	-0.0056
Si	9.6909	9.5705	1.61	0.0014	0.0013	-0.008
Si	0.0711	2.807	2.6669	-0.0023	0.0001	-0.0027
Si	2.7396	0.0119	2.8211	0.0007	-0.0029	0.0004
Si	0.1439	8.1628	2.8428	0.0006	-0.0009	-0.0004
Si	2.7311	5.3914	2.6795	-0.0042	-0.0018	0.0034
Si	5.5308	2.6831	2.6618	-0.0013	-0.0019	0.0005
Si	8.1939	-0.0191	2.8244	-0.002	-0.0023	0.001
Si	5.5518	8.1601	2.8469	-0.0004	-0.0002	0.001
Si	8.2296	5.4103	2.6544	-0.0006	0	0.0001
Si	1.3744	4.1108	4.11	0.0026	0.0019	-0.0009
Si	4.1373	1.3945	4.0878	0.0026	0.0007	0.0024
Si	1.4323	9.533	4.1958	-0.001	-0.0006	-0.0031
Si	4.1169	6.7468	4.062	0.0004	-0.0018	0.0015
Si	6.8603	4.0618	4.036	0.0011	-0.0012	0.0036
Si	9.5978	1.4018	4.052	-0.0026	-0.0011	0.0008
Si	6.8546	9.5323	4.2053	0.0005	0.0017	0.0004
Si	9.5553	6.7956	4.0669	0.0016	-0.0001	0.0014
Si	0.0157	0.0182	5.4712	0.0001	0.0004	0.0039
Si	2.7504	2.732	5.4565	0.0018	-0.0009	0.0023
Si	0.0018	5.4625	5.4518	-0.0036	-0.0025	0.0017
Si	2.776	8.1147	5.4521	0.0002	-0.0009	0.0026
Si	5.4476	0.0157	5.4761	-0.0009	-0.0003	0.0031
Si	8.2084	2.7264	5.4111	-0.001	-0.0004	0.0022
Si	5.4749	5.398	5.4313	-0.0022	0.001	0.0006
Si	8.2134	8.1376	5.4983	0.0004	-0.0007	0.0024
Si	1.3841	1.3655	6.8259	0.0003	-0.0008	0.0025
Si	4.0944	4.0879	6.8381	-0.0002	-0.0004	0.0012
Si	1.3629	6.8105	6.8077	0.0013	-0.0002	0.0024
Si	4.0846	9.5	6.7882	-0.0001	0.001	0.0017
Si	6.8328	1.3844	6.7794	-0.0014	0.0001	0.0026
Si	9.5127	4.1049	6.784	-0.0001	-0.0005	0.0005
Si	6.8	6.7794	6.8189	-0.0001	0	0.0027
Si	9.5527	9.5329	6.8463	-0.0007	-0.0015	0.0016
Si	-0.0004	2.7752	8.122	0.003	0.0008	0.0012
Si	2.7018	-0.0846	8.1579	-0.0041	0.0007	0.0018
Si	0.0137	8.1441	8.199	-0.0028	0.0007	0.0015
Si	2.7008	5.4671	8.1812	0.0016	-0.0015	0.0013
Si	5.461	2.6945	8.1667	-0.0007	-0.0001	0.0017
Si	8.1523	0.024	8.1528	0.0006	-0.0014	0.0024
Si	5.4096	8.1561	8.1505	0.0007	-0.0021	0.0025
Si	8.1365	5.4072	8.1867	-0.002	0.0002	0.0014
Si	1.3217	4.1161	9.5307	-0.0026	-0.0006	0.0018
Si	4.1032	1.258	9.451	0.0042	-0.0004	0.0016
Si	1.3546	9.4751	9.5994	0.0036	-0.0011	0.0019
Si	4.023	6.8517	9.552	0.0011	0.0029	-0.0025
Si	6.7642	4.0626	9.5778	-0.0006	0.0017	0.0015
Si	9.5202	1.4345	9.4543	-0.0001	0.001	0.0033
Si	6.745	9.5445	9.4655	-0.0036	0.0003	0.0017
Si	9.5135	6.7659	9.5227	0.0005	-0.0026	-0.0003
Si	-0.0633	0.0461	10.7833	-0.0002	-0.0039	-0.0016
Si	2.6975	2.6175	10.6882	-0.005	-0.0014	0.0023
Si	-0.0509	5.4431	10.9737	0.0014	0.0012	0.0037
Si	2.7081	8.1451	11.0649	-0.0076	0.0009	0.0072
Si	5.4158	-0.0443	10.9262	0.0022	0.0024	0.002
Si	8.1815	2.7182	10.9178	-0.0026	-0.0004	0.0012
Si	5.3211	5.4387	10.8742	0.0031	0	-0.002
Si	8.0754	8.1546	10.7503	0.0044	-0.0017	-0.0007
Si	1.3324	1.3616	12.1278	-0.0038	0	0.0041
Si	4.0249	3.8812	12.0897	-0.0031	0.0004	0.0222
Si	1.1941	6.8655	12.399	0.0054	-0.0013	-0.005
Si	4.0579	9.5714	12.4225	-0.0033	0.0009	-0.0008
Si	6.8307	1.3146	12.2328	-0.0003	-0.0012	-0.0035
Si	9.4695	4.0881	12.3589	0.0043	-0.0009	-0.0001
Si	6.7081	6.8457	12.1291	-0.0011	-0.004	0
Si	10.7257	8.5022	13.2829	0.0085	0.0077	-0.0067
Si	0.0712	2.6857	13.6124	0.0051	-0.0001	0.0001
Si	2.6539	0.1613	13.6947	-0.0024	-0.002	-0.003
Si	-1.6001	9.6763	12.0074	0.0009	0.0053	-0.0005
Si	1.3509	6.0971	14.6898	-0.0099	-0.0075	0.0294
Si	5.4929	2.7271	13.4462	-0.0003	0.005	-0.0129
Si	8.1089	-0.0298	13.6553	0.0003	-0.0021	-0.0018
Si	5.4702	8.1237	13.6765	0.0005	-0.0035	-0.0017
Si	8.0353	5.5935	13.56	-0.0039	-0.0026	-0.003
Si	1.951	3.8904	14.4693	-0.0105	0.0012	0.0104
Si	3.978	1.7401	14.9246	0.0042	0.0114	0.0091
Si	0.8197	10.0486	14.7894	-0.0046	-0.0014	0.0154
Si	4.3572	6.7558	15.2569	0.0085	-0.0164	0.0212
Si	6.3845	4.4281	14.7901	-0.0111	-0.0071	0.0341
Si	9.9538	0.8987	14.7929	0.0101	-0.0007	-0.0085
Si	7.0437	9.2442	15.1246	0.0047	0.005	0.0271
Si	9.3895	7.2023	14.6187	-0.0015	-0.0016	0.0291
Si	-15.0376	-7.7653	17.4763	-0.0069	-0.0113	-0.0059
Si	12.496	6.9297	27.6482	-0.0064	0.0096	-0.0211
Si	-2.8738	35.7146	22.4321	0.0008	0.0022	-0.0264
Si	37.2302	-10.5866	29.3959	-0.009	-0.0005	-0.0057
Si	-5.6563	13.6745	21.5326	-0.0137	0.0001	-0.0475
Si	5.3488	-1.2484	22.7975	0.0069	-0.0036	-0.0475
Si	12.1163	5.0664	21.3039	-0.0042	0.0102	-0.0334
Si	-14.5888	0.7233	24.3713	-0.0036	0.0067	-0.0313
Si	-12.0639	10.0066	23.6613	-0.0061	-0.005	-0.0319
Si	8.6567	10.2009	31.8538	-0.0129	-0.0087	0.0291
Si	-1.5665	27.3924	21.9592	-0.0059	-0.0009	-0.0354
Si	-5.7001	11.1777	26.5331	0.0057	-0.006	-0.0333
Si	9.2247	22.6902	17.0092	-0.01	0.0134	0.003
Si	21.0496	34.5004	32.1736	0.0087	0.0171	0.0166
Si	-0.474	17.1276	17.1667	-0.0124	0.0074	-0.0001
Si	8.9426	8.6469	17.2552	-0.0083	0.0054	0.0013
Si	-4.6403	5.9019	33.3792	0.001	-0.0068	0.0529
Si	-5.8673	-2.0831	17.3781	-0.0019	0.0038	0.0108
Si	-9.8183	0.9723	18.6824	0.0065	0.0006	-0.0174
Si	-9.8485	1.0861	24.0378	0.0021	-0.0005	-0.0316
Si	5.7917	21.9101	20.218	-0.0023	-0.0019	-0.0505
Si	-30.8765	-11.8077	33.9906	-0.0679	-0.0222	0.0173
Si	-19.029	3.4825	23.3289	0.0081	0.014	-0.0316
Si	-3.0435	3.3318	32.9929	0.0049	0.0053	0.0618
Si	-3.9703	-12.7753	34.0533	-0.0074	0.0061	0.0703
Si	-8.692	3.8269	30.9926	0.0038	-0.0071	0.0198
Si	-6.7634	13.0313	18.7685	0.0112	0.0064	-0.0177
Si	2.0621	20.0592	17.5962	0.0052	0.0019	0.0059
Si	25.4394	6.2488	31.6903	0.0119	-0.0032	0.0136
Si	14.0978	-19.6618	27.6198	-0.0001	0.0064	-0.0191
Si	-2.1578	4.5725	19.0176	-0.0009	0.013	-0.0228
Si	1.0346	-5.0995	32.8845	-0.0132	-0.0065	0.0556
Si	-3.7609	23.1854	30.597	-0.0183	0.0043	0.0146
Si	4.0102	4.1792	16.6061	0.0037	-0.0021	0.0195
Si	3.1868	-11.9876	24.7427	0.0054	-0.0002	-0.0325
Si	6.0055	0.5223	17.1741	0.0025	0.0172	0.017
Si	2.3498	4.4708	26.3641	0.0024	-0.002	-0.0323
Si	-0.5797	2.5852	20.4497	-0.0066	-0.0021	-0.0363
Si	-29.9117	-2.2976	29.845	0.0016	0.0054	0.001
Si	9.5034	13.2203	29.1777	0.0034	0.0095	0.0046
Si	0.555	-17.4148	28.5405	-0.001	0.001	-0.0002
Si	-19.6471	6.0523	18.466	0.0186	0.0105	-0.0006
Si	2.2484	23.6292	33.1276	0.0118	0.0148	0.0488
Si	-3.0668	8.1357	22.2777	-0.0098	-0.0156	-0.0374
Si	-21.2265	-1.9556	25.8899	-0.0003	-0.0013	-0.0263
Si	-14.8286	8.677	19.4637	0.0044	-0.0175	-0.0237
Si	-10.5994	8.453	31.6367	0.0285	0.0187	0.0406
Si	0.3237	11.8865	26.8921	0.0054	-0.0072	-0.0174
O	-5.1306	-0.969	34.7462	0.0131	-0.0202	-0.0448
O	-12.8132	-12.4809	22.4072	0.0089	0.0086	0.02
O	7.2492	-6.9059	18.7517	0.0004	-0.0045	0.0084
O	4.2949	1.1744	35.6027	-0.0034	0.0022	-0.0121
O	12.3496	21.1694	18.6251	-0.0005	0.0007	0.0035
O	9.5667	6.9106	35.5811	0.0021	-0.0038	-0.0227
O	-24.6382	10.941	30.5786	0.0036	0.0006	-0.0083
O	11.7471	-17.7024	26.9513	0.001	0.0076	0.0031
O	-6.7777	-3.9845	35.6891	-0.005	0.0032	-0.0146
O	-11.5255	12.7144	30.5471	-0.0043	0.0028	-0.0196
O	1.1958	8.6828	30.3128	-0.0048	-0.0007	0.0244
O	11.4818	-0.4373	34.9502	0.0601	-0.0236	-0.0786
O	6.5852	11.6486	25.8726	-0.0091	0.0003	0.0161
O	-22.3891	7.7976	17.6304	0.0034	-0.0032	0.0013
O	-11.3912	-1.9739	24.6591	0.007	0.0003	0.0153
O	3.3189	3.7099	27.4139	0.0003	0.0015	0.0097
N	-4.6317	9.7817	16.6425	0.0112	-0.01	-0.0129
N	3.0274	3.0925	15.6154	-0.002	0.0026	-0.0121
O	-7.6375	16.0801	17.6553	0.0014	-0.0015	0.0022
O	5.4218	19.3863	18.9234	-0.0004	0.0048	0.0004
O	24.618	37.0372	13.139	0.0233	-0.0171	-0.0277
O	-4.4287	8.4824	23.0815	-0.003	0.0007	0.0114
O	-36.3877	-0.616	19.7584	0.004	0.0021	0.0294
N	10.6785	6.3402	15.4802	-0.0018	0.0166	-0.0263
O	-3.4785	-5.9936	32.8421	-0.0042	-0.0003	-0.0183
O	2.7081	6.8693	15.2881	-0.0028	0.0018	-0.0104
O	23.8099	5.7283	20.053	-0.0017	-0.0047	0.0102
O	-1.1994	30.8162	31.4216	0.004	0.0014	-0.0094
O	-8.8235	-2.103	25.3065	-0.0035	-0.0038	0.0121
O	-3.5796	-13.9101	20.7798	0.0089	0.0109	0.0211
O	4.4105	20.8626	25.783	0.0072	0.0104	0.0271
O	-13.8793	8.1005	18.3334	-0.0074	0.0061	0.0032
O	0.1481	17.7979	32.1141	0.0006	0.0119	-0.0176
O	7.0812	24.1025	31.9544	-0.0061	-0.0143	-0.0271
O	12.4831	2.3395	23.1862	-0.0051	-0.0084	0.0148
O	-4.2897	-7.2359	21.8167	0.001	0.0012	0.0099
N	8.4085	8.2396	15.6669	0.0062	-0.0071	-0.0168
N	5.1188	0.7066	18.7342	0.0015	-0.0086	0.0095
O	3.5722	7.6035	30.8262	0.0002	-0.0023	-0.0018
O	0.8946	-4.9477	28.7424	-0.0011	-0.0093	0.0015
O	20.0232	10.2325	17.4428	-0.0009	-0.0127	0.0012
O	-8.1712	3.9803	24.8751	-0.0004	-0.0054	0.0194
O	10.9087	38.6609	21.8924	0.0011	0.001	0.0127
O	-12.0893	14.1545	19.1077	0.0068	-0.0082	0.0125
O	7.1751	-7.0193	16.11	-0.0025	0.0084	-0.0204
O	3.5989	-12.208	17.2656	-0.0019	-0.002	-0.0001
O	-11.0334	-9.5568	17.6205	-0.0006	0.0007	0.0041
N	4.9089	16.023	15.4429	0.0054	0.0133	-0.0141
O	-6.6979	23.3251	26.4708	-0.0065	0.008	0.0171
O	2.3429	15.6449	22.4241	0.0093	-0.0056	0.0263
O	2.4744	27.8404	26.5694	-0.0013	0.0003	0.0099
O	-13.5974	-12.7163	35.0505	-0.0202	0.0091	-0.0466
O	11.2783	18.5634	26.8813	0.0047	-0.0097	0.0161
O	11.3629	3.6811	20.9767	0.0075	0.0041	0.0088
O	11.2211	12.1812	20.1006	-0.0075	0.0043	0.0105
O	-23.2563	22.2628	32.682	-0.0006	0.0027	-0.0076
O	-33.5287	12.3498	27.8965	0.0005	-0.0056	0.0014
O	-5.8214	20.8255	21.2188	-0.0025	-0.004	0.0277
O	-13.8934	24.0444	29.414	0.0077	0.0005	-0.0031
O	11.6457	5.4872	17.844	-0.0131	-0.0171	0.0072
O	3.5625	20.8867	29.8552	0.0003	0.0033	-0.001
N	-3.4202	1.5076	17.3287	0.0035	0.0001	0.007
O	-3.212	-8.0471	34.5391	-0.0115	0.014	-0.0662
O	5.6969	5.1387	34.6948	0.0143	-0.0034	-0.0548
O	-8.0604	-8.3555	31.7667	-0.0058	0.0074	-0.0111
O	1.2046	9.3326	16.2273	-0.0051	0.001	-0.0271
O	0.6632	12.6986	32.9374	-0.0171	-0.0054	-0.0231
O	1.0439	-6.4406	31.9734	0.0038	-0.0074	-0.0209
O	3.3274	15.8464	30.7691	-0.0013	-0.0002	-0.005
O	-5.9601	22.7837	16.0313	-0.0134	0.0067	-0.0118
O	4.2802	13.8305	20.2051	0.0098	-0.0048	0.0289
O	-2.3452	10.753	24.4801	0.0045	-0.0027	0.0109
N	-5.9118	-7.7437	17.5957	-0.0029	-0.0047	-0.0061
O	-6.6792	13.83	22.8067	-0.0027	0.0002	0.0135
O	-5.263	0.8442	30.4733	0.0118	0.0042	0.0063
O	-12.1535	1.3164	35.5903	0.0036	-0.0008	-0.016
O	-7.1651	23.4147	29.061	-0.0008	0.0008	0.0052
O	6.6206	7.4201	33.8221	0.0048	-0.0029	-0.0251
O	2.5876	17.1881	32.9175	0.0051	-0.001	-0.0171
O	1.0732	20.1419	32.7677	0.0255	0.0155	0.0233
O	-11.8392	14.769	28.8803	-0.0024	-0.0106	0.0033
O	1.5229	-7.3753	29.5561	-0.0064	0.0023	-0.0024
O	2.5049	1.8276	18.5271	-0.0116	-0.0011	0.0028
O	-4.9104	1.3767	21.2226	0.0014	0.0003	0.0256
O	-10.6602	12.4585	25.3666	-0.0002	-0.0006	0.0165
O	-32.3307	10.2715	26.7705	-0.0005	0.0178	0.0142
O	-1.933	-6.5819	22.8422	0.0015	-0.0017	0.0106
O	18.4867	-8.7396	23.7121	0	-0.0053	0.015
O	-8.7196	7.664	18.226	-0.0005	-0.0004	-0.0038
O	9.1085	-5.4431	17.7037	0.004	0.0007	0.0034
O	4.9102	-14.3754	16.6421	-0.0033	-0.0053	-0.0182
O	-8.2489	18.8516	28.3527	0.0026	0.0023	0.0081
O	-8.2019	-1.996	34.7828	-0.0277	0.0273	-0.0551
O	0.4935	-5.411	34.3804	0.02	-0.0014	-0.0713
O	23.5209	1.4698	27.4698	-0.0012	-0.002	0.0042
O	19.9175	2.2352	21.4134	-0.003	-0.0027	0.0146
O	14.7958	-1.6497	23.4039	-0.011	-0.0106	0.0212
O	-26.6677	0.0624	23.4942	-0.0008	0.0086	0.0369
O	-1.4788	14.0838	32.6304	0.0056	-0.0241	-0.0191
O	5.3967	-0.1602	28.0738	0.0059	-0.0018	0.0097
O	8.5229	-4.1133	22.7332	0.0003	0.0041	0.009
O	-3.5049	-12.1476	32.6579	0.0144	0.0068	-0.0324
O	-10.8933	11.0458	23.1926	0.0057	0.0014	0.0147
O	-8.2646	-8.1364	34.4373	-0.0121	-0.0193	-0.0674
O	5.1551	6.0624	32.224	-0.0154	0.0041	-0.0228
O	-12.9535	-27.275	20.4123	0.0074	0.0033	0.0188
O	2.6898	0.3122	33.4148	-0.0188	-0.0161	-0.0093
O	-8.5036	0.2751	24.4414	-0.0067	0.0001	0.0102

Results
free energy: -152235.165 eV
free energy less fixed offsets of N -386.36, O -570.45, Si -639.56 eV per atom: -2.645 eV

The program warned: the cutoff lies below the one the program advises for these potential files; the forces do not sum to zero within the program's tolerance; empty levels may hold ghost states of the PAW files; the exchange-correlation potential is rough where the density is thin.
